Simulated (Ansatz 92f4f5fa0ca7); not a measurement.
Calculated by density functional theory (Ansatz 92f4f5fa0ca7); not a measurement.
Periodic cell of 189 atoms, Si117O72, from a study of silicon, its oxide and their interface. The atomic structure is a simulated model.

Settings
functional: r2SCAN
potential files: Ansatz norm-conserving
basis: plane waves
wave-function cutoff: 1300 eV
density cutoff ratio: 4
exchange-correlation grid ratio: 1
k mesh: 2 x 2 x 1, shifted by 0.5 0.5 0.5 of a step
self-consistency stop: 5e-08 eV per atom in the density residual
occupations: Fermi-Dirac, 0.05 eV
spin: none
net charge: 0

Cell vectors (angstrom)
a, 11.5403, 0, 0
b, 0, 11.5403, 0
c, -3.2286, 1.0681, 25.2788

Atoms and the computed forces on them: element, x, y, z (angstrom), force x, y, z (eV/angstrom)
Si, 3.0897, 8.8344, -0.5342, -0.4181, 0.2511, -0.4045
Si, 3.3392, 0.3356, 0.1804, 0.1277, 0.0387, -0.7077
Si, 3.6768, 3.3863, -0.4017, 0.4886, -0.2138, -0.2745
Si, 7.1063, 7.9955, 0.3478, 0.2341, 0.0177, -0.9111
Si, 7.2318, -0.4512, 0.1591, 0.0025, -0.1569, -0.7077
Si, 7.1864, 4.9201, -0.1275, 0.0547, 0.0194, -0.6586
Si, 10.7985, 7.359, 0.059, -0.0504, -0.067, -0.545
Si, 10.9428, 1.2079, -0.2445, 0.0434, -0.0431, -0.7009
Si, 11.0491, 4.2934, 0.2392, 0.0164, 0.0542, -0.7064
Si, 4.9458, 8.043, 1.1482, 0.0324, 0.1677, -0.3726
Si, 5.3029, 0.2217, 1.4095, 0.1949, -0.1185, -0.1773
Si, 5.3066, 4.1444, 1.1936, 0.1099, 0.0122, -0.2112
Si, 9.0691, 7.9092, 1.5719, 0.1641, -0.1058, -0.1905
Si, 9.1803, 0.3155, 1.2531, -0.0229, 0.0327, -0.0126
Si, 9.0181, 4.2455, 1.3452, -0.2079, 0.1436, -0.2498
Si, 12.8834, 8.108, 1.0406, -0.2135, -0.0713, -0.3007
Si, 12.8129, 0.4729, 1.2164, -0.2065, 0.0856, -0.2022
Si, 13.2173, 4.1996, 1.1029, -0.134, -0.2319, -0.4118
Si, 5.1638, -1.7009, 2.6726, -0.1755, 0.0301, 0.2541
Si, 5.3641, 2.2503, 2.6295, 0.0895, -0.04, 0.0521
Si, 5.089, 6.0941, 2.5331, -0.1164, -0.0221, 0.027
Si, 9.1935, -1.5891, 2.6911, 0.2665, 0.059, 0.1347
Si, 9.0293, 2.2519, 2.6218, -0.1105, -0.0068, 0.1044
Si, 9.0561, 6.0193, 2.8351, -0.0902, -0.0136, 0.3858
Si, 12.8093, -1.5577, 2.5178, 0.0037, 0.09, -0.1445
Si, 12.99, 2.3541, 2.5867, 0.1182, 0.0867, 0.163
Si, 13.0802, 6.1633, 2.4655, 0.124, 0.0123, -0.1015
Si, 3.2046, -1.5863, 3.9421, 0.2134, -0.0658, -0.0159
Si, 3.3752, 2.2652, 3.9515, -0.1201, 0.0611, 0.0093
Si, 3.292, 6.1193, 4.0097, -0.0252, 0.0243, -0.0173
Si, 7.1651, -1.6333, 3.9606, -0.091, 0.057, -0.0954
Si, 7.1893, 2.257, 4.0762, 0.0315, 0.0097, 0.0289
Si, 7.035, 6.1057, 3.9862, 0.0909, -0.0836, -0.0457
Si, 11.0625, -1.6081, 4.0619, -0.1276, -0.0256, 0.0723
Si, 11.031, 2.333, 3.9412, 0.0808, -0.051, -0.0671
Si, 11.1317, 6.0837, 3.9245, -0.087, 0.0055, -0.0816
Si, 3.2908, 8.0502, 5.3438, -0.0796, 0.0494, -0.0398
Si, 3.3041, 0.3288, 5.3046, 0.0094, -0.0318, -0.0762
Si, 3.3208, 4.1874, 5.345, 0.0413, 0.0015, -0.0879
Si, 7.1419, 8.0129, 5.348, 0.0661, -0.0381, 0.0798
Si, 7.1494, 0.2819, 5.3452, -0.006, -0.0456, 0.0117
Si, 7.1394, 4.2234, 5.3852, -0.1784, -0.0067, 0.074
Si, 11.0657, 7.9606, 5.3493, 0.132, -0.0314, 0.0154
Si, 11.0627, 0.3797, 5.308, -0.0332, 0.0393, -0.0364
Si, 11.0709, 4.2284, 5.3504, 0.0344, 0.0389, 0.0506
Si, 5.215, 8.0436, 6.7107, 0.034, 0.0773, 0.0023
Si, 5.2058, 0.3215, 6.6871, -0.0079, 0.008, -0.0105
Si, 5.2116, 4.2277, 6.7415, 0.0125, -0.081, 0.0536
Si, 9.1069, 7.977, 6.6676, -0.1171, -0.0337, -0.0665
Si, 9.1206, 0.3201, 6.6381, 0.0339, 0.0154, -0.0865
Si, 9.1158, 4.2616, 6.69, 0.0926, 0.0489, -0.0602
Si, 12.9611, 7.9934, 6.7482, -0.0059, -0.0198, 0.063
Si, 12.9585, 0.3198, 6.7027, 0.0534, 0.1216, 0.0685
Si, 12.9761, 4.2015, 6.7454, -0.0472, -0.151, 0.0495
Si, 5.2008, -1.5823, 8.0593, 0.0124, -0.1071, 0.0302
Si, 5.2018, 2.268, 8.0244, -0.0679, 0.1476, 0.1784
Si, 5.23, 6.1498, 8.1418, 0.0931, 0.0536, -0.0754
Si, 9.1905, -1.6165, 7.9723, -0.0484, -0.0552, 0.0405
Si, 9.0913, 2.2751, 7.9334, -0.0396, -0.0399, 0.2111
Si, 9.0966, 6.14, 8.14, -0.01, 0.1464, 0.0594
Si, 12.9032, -1.6167, 8.0871, 0.1153, -0.1712, 0.0271
Si, 12.9658, 2.2418, 8.0381, 0.0348, -0.0286, 0.2032
Si, 13.0606, 6.1071, 8.1646, -0.0222, 0.089, -0.0123
Si, 3.2775, -1.703, 9.4546, -0.0127, -0.0516, -0.1694
Si, 3.3185, 2.2812, 9.4667, -0.1659, -0.0123, -0.1798
Si, 3.4214, 6.1313, 9.6626, -0.0946, -0.0792, 0.1751
Si, 7.238, -1.5307, 9.2324, 0.033, 0.0545, -0.2899
Si, 7.1703, 2.3647, 9.3033, 0.0838, 0.1543, -0.3088
Si, 7.1368, 6.1822, 9.5253, 0.035, -0.0381, 0.0938
Si, 11.0053, -1.6972, 9.5053, -0.1424, 0.1008, -0.0213
Si, 10.9907, 2.1576, 9.3107, 0.1726, -0.1417, -0.216
Si, 11.0958, 6.1917, 9.422, 0.089, 0.032, 0.0712
Si, 3.4132, 8.0834, 11.0884, 0.1788, 0.241, 0.0257
Si, 3.2229, 0.2444, 10.6637, -0.0535, 0.144, 0.3337
Si, 3.4055, 4.1498, 11.0076, 0.0393, -0.1207, 0.1454
Si, 7.2409, 8.257, 10.7098, 0.0408, -0.0909, 0.1612
Si, 7.195, 0.3995, 10.5075, 0.2409, -0.018, 0.163
Si, 7.1155, 4.1791, 10.8514, 0.0321, -0.121, 0.0361
Si, 11.2054, 7.9884, 11.014, -0.0311, 0.142, 0.2573
Si, 10.8986, 0.2555, 10.7969, -0.0738, 0.006, 0.3087
Si, 11.0412, 4.1566, 10.4756, 0.0415, -0.0729, 0.0508
Si, 5.4435, 8.7652, 12.1733, 0.0697, 0.2778, 0.6328
Si, 5.2597, 0.2702, 11.717, -0.0804, -0.0386, 0.9364
Si, 5.3314, 3.3748, 12.2852, 0.1255, -0.1731, 0.7123
Si, 9.1305, 8.1522, 12.1273, -0.1424, 0.0753, 0.5897
Si, 8.9268, 0.748, 12.0626, -0.1416, 0.2395, 0.4798
Si, 9.2164, 3.8893, 11.8403, 0.1127, -0.0372, 0.6863
Si, 1.6525, 8.403, 12.6829, 0.1157, -0.8532, 0.0927
Si, 1.3243, 0.6091, 12.0541, -0.1118, 0.7288, 0.0949
Si, 1.2644, 3.8301, 11.9634, -0.1858, -0.2353, 0.2212
Si, 6.8586, 1.2085, 22.1607, -0.0797, 0.0002, -0.3604
Si, 8.9057, 10.2799, 14.2315, 0.0288, 0.2567, 0.2424
Si, -4.5098, 9.6803, 22.5476, -0.2452, -0.0062, -0.2161
Si, 1.3711, 6.7203, 17.9875, 0.0911, 0.0899, 0.0689
Si, 4.8872, -0.9292, 18.5221, 0.2398, 0.2622, -0.2095
Si, 10.8841, 4.4834, 14.1994, -0.2181, -0.1804, 0.1646
Si, 8.9365, 3.0907, 15.8347, -0.1869, -0.1422, 0.377
Si, 10.4222, 2.4692, 18.2428, 0.0105, -0.1779, 0.0531
Si, -0.4152, -1.7345, 16.2029, 0.0451, -0.0361, 0.4417
Si, 6.0098, 3.2344, 15.2641, 0.0073, -0.198, 0.4692
Si, 1.8577, 4.6629, 19.9232, 0.1158, -0.1617, -0.1966
Si, 2.9568, -0.1139, 20.4709, -0.0573, 0.0386, -0.111
Si, 9.2034, 0.6123, 20.3705, 0.0468, 0.1971, -0.2961
Si, 9.8337, 9.5539, 19.036, -0.1043, -0.0446, -0.1935
Si, 7.2278, 7.8309, 14.3215, -0.0224, -0.2372, 0.2558
Si, 1.9797, 10.9059, 14.6677, 0.0009, 0.2705, 0.6674
Si, 4.0884, 0.934, 16.4148, 0.1546, 0.042, 0.33
Si, -1.4641, -1.6647, 21.8669, 0.0335, 0.1501, -0.2836
Si, 10.6588, 5.3839, 19.2342, -0.1756, -0.0757, 0.0026
Si, 3.0355, 8.7877, 19.4232, -0.1886, -0.1172, 0.0178
Si, 0.5734, 7.0327, 15.2029, -0.0564, 0.1894, 0.5231
Si, 5.7809, 8.3804, 20.2236, 0.0367, -0.0933, -0.1017
Si, 7.301, 5.5169, 16.4792, 0.034, -0.0978, 0.3597
Si, -3.3609, 6.9402, 19.1322, -0.1099, 0.0095, 0.0873
Si, 3.9505, 1.8101, 22.5658, 0.0098, -0.0822, -0.3754
Si, 2.649, 4.6466, 22.7305, 0.1759, 0.066, -0.241
Si, 1.8555, 1.8528, 18.5612, -0.0989, -0.07, -0.0057
O, 3.3038, -1.0593, -0.7448, -0.1028, -0.5219, 0.5349
O, 5.4502, 2.0054, 21.915, -0.146, -0.17, 0.3505
O, 2.9871, 3.0892, 22.462, -0.0294, 0.16, 0.1575
O, 3.4947, 1.7477, -0.7056, -0.108, 0.4997, 0.5802
O, 1.261, 0.4439, 13.6983, 0.0825, -0.3181, -0.5171
O, 2.6621, 5.2411, 21.206, -0.1886, -0.2105, 0.315
O, 3.8325, 5.2642, 23.6629, -0.1756, 0.1067, 0.3623
O, 10.9405, 2.8484, -0.6313, -0.0146, -0.4048, 0.7535
O, -2.6949, 8.332, 18.6147, 0.0889, -0.003, 0.2201
O, -0.9221, 9.2291, 20.4485, -0.2728, 0.2401, 0.2497
O, 2.6455, 8.385, -2.1075, 0.3097, 0.1566, 0.6696
O, 8.9701, 10.9281, 19.2965, 0.1685, -0.0172, 0.2953
O, 1.3312, 7.1897, 13.7731, -0.0178, 0.5011, -0.3006
O, 4.419, 3.856, -1.8374, -0.2308, -0.1894, 0.4259
O, 4.2597, 7.8388, 19.9562, 0.0703, 0.3455, -0.0713
O, 1.0091, 10.5318, 15.9233, 0.0996, -0.0332, -0.4316
O, 7.3847, 0.4886, -1.1501, -0.0602, -0.125, -0.0299
O, 5.5889, 3.9025, 13.8373, -0.0689, -0.165, -0.5059
O, 5.2755, 1.7215, 12.561, 0.0487, 0.2467, -0.435
O, 6.0533, 4.4685, 16.3523, 0.2851, -0.0898, -0.3985
O, -0.3653, 8.3169, 15.5531, 0.149, -0.0649, -0.153
O, 5.7753, 7.9479, 13.5816, 0.1424, 0.2419, -0.4048
O, 8.3877, 7.2401, 13.3257, 0.21, 0.445, -0.4098
O, 11.9525, 2.0677, 17.8367, -0.061, 0.1077, 0.1745
O, 8.4988, 0.1604, 13.5612, 0.1871, -0.2074, -0.354
O, 1.7502, 7.9977, 18.9027, 0.1134, -0.1519, -0.1274
O, 3.3349, 0.0051, 15.3072, -0.2657, -0.1533, -0.2485
O, 1.3738, 2.2212, 11.9103, 0.0306, -0.0822, 0.3135
O, 7.4939, 6.0786, 17.9655, 0.1074, 0.0109, -0.1649
O, 2.2164, 9.6291, 13.6642, -0.3796, -0.3507, -0.3485
O, 9.9244, 10.5924, 15.4591, -0.157, -0.2133, -0.4179
O, 2.1935, 3.1199, 19.5307, -0.1575, 0.2221, 0.0681
O, 0.2722, 4.9222, 20.2855, 0.1847, 0.0537, -0.2192
O, 3.1178, 0.5755, 21.9095, 0.219, 0.231, 0.1022
O, 5.1852, -0.0107, 17.2207, -0.3984, 0.0638, 0.0133
O, -5.0199, 11.1853, 22.318, 0.1913, 0.0532, 0.1033
O, 9.5988, 9.5183, 12.9586, -0.0797, -0.3037, 0.052
O, 7.2096, 6.5503, -0.5421, -0.0996, -0.1171, 0.7653
O, 8.6428, 4.6697, 16.1522, -0.1208, -0.1689, -0.159
O, 2.237, 5.4763, 18.5621, -0.3451, 0.1052, 0.1725
O, 5.3896, 10.392, 12.6248, -0.0677, -0.1774, -0.743
O, 5.9009, 8.8159, 21.7755, 0.2328, 0.1621, 0.019
O, 3.6123, -1.8899, 18.1515, 0.1282, 0.0036, 0.4276
O, -3.0143, 9.3733, 21.9855, 0.009, 0.0747, 0.1185
O, 7.6985, 9.3346, 14.7921, 0.1097, -0.1261, -0.3191
O, 7.2378, -2.0386, -0.4261, -0.0402, 0.2729, 0.7702
O, 10.9244, 5.7875, -0.567, 0.0521, 0.2536, 0.7843
O, 0.786, 4.1974, 13.4975, -0.0204, 0.0175, -0.362
O, 9.7146, 4.8342, 13.1167, -0.1104, -0.2788, -0.1823
O, 1.7913, 0.5674, 19.5586, 0.2874, 0.0449, 0.0329
O, 11.1497, 5.7405, 15.185, 0.1006, -0.0984, -0.2858
O, 1.6736, 6.9155, 16.4092, -0.3289, -0.0034, -0.0694
O, -0.6662, -1.7554, 17.8093, -0.0671, -0.0456, -0.2628
O, 7.5156, 2.5537, 15.218, -0.0616, 0.3113, -0.1161
O, 10.8664, 0.5824, -1.7646, -0.0381, 0.0871, 0.391
O, 6.0433, 9.6262, 19.1455, -0.3157, -0.1155, 0.184
O, 10.3242, 3.1587, 14.9853, 0.0989, 0.3774, -0.2427
O, 2.609, -1.7029, 20.6051, 0.2198, 0.1071, -0.2794
O, 2.9911, 1.6076, 17.4258, 0.0951, -0.1947, -0.0957
O, 7.8356, 1.3533, 20.8574, 0.0081, -0.2463, 0.3651
O, 10.0029, -0.03, 21.6509, -0.1031, -0.3915, -0.0224
O, 9.13, 2.3415, 12.4107, -0.0597, 0.1508, -0.3501
O, 7.064, 6.8018, 15.5416, 0.1084, 0.2078, -0.2831
O, 6.9223, 7.2517, 20.0906, 0.0126, 0.2249, -0.0693
O, -2.2091, 6.054, 19.8884, 0.0597, 0.0669, -0.2923
O, 9.3225, 2.1109, 17.0964, 0.0826, 0.3934, -0.1672
O, 10.0943, 1.7431, 19.646, -0.0516, -0.1129, -0.0673
O, -4.4736, 9.3955, 24.1219, 0.1365, -0.2273, 0.0306
O, 4.9158, 2.1346, 15.7256, 0.1262, 0.0387, -0.1847
O, 11.3164, 6.4683, 18.206, 0.219, -0.1646, 0.1036
O, 4.4004, 0.0708, 19.7176, -0.2143, -0.2867, -0.0026
O, 10.2573, 4.0612, 18.4171, 0.1246, 0.0514, 0.0478

Results
free energy: -47207.578 eV
free energy less fixed offsets of O -463.61, Si -117.95 eV per atom: -27.508 eV
pressure: -1.64 GPa
stress xx, yy, zz, yz, xz, xy (GPa, positive in tension): 1.42, 1.96, 1.55, 0.17, 0.3, 0.15
